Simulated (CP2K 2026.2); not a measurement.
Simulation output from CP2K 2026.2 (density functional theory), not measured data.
Periodic cell of 506 atoms, Si360O146, from a study of silicon, its oxide and their interface. The atomic structure is a simulated model.
Doubt: the forces sum to 2.01 eV/angstrom along one axis rather than to zero, so they err by at least 0.0040 eV/angstrom per atom on average; the grid cutoff is modest.

Settings
functional: PBE
method: Gaussian and plane waves
basis set: DZVP-MOLOPT-SR-GTH
pseudopotentials: GTH-PBE
grid cutoff: 350 Ry, relative cutoff 50 Ry
k points: Gamma only
occupations: fixed
spin: none
net charge: 0

Cell vectors (angstrom)
a 16.32 0 0
b 0 16.32 0
c 0.7823 -1.3958 33.8876

Atoms and the computed forces on them: element, x, y, z (angstrom), force x, y, z (eV/angstrom)
Si 15.1 14.558 2.675 0.023 0.114 0.656
Si 1.507 0.854 3.062 -0.017 -0.024 -0.08
Si 14.958 3.517 2.616 0.396 -0.103 0.445
Si 0.997 6.975 1.282 -0.034 -0.034 -0.068
Si 10.851 9.333 0.623 -0.048 0.072 0.082
Si 15.857 9.571 2.106 0.043 0.001 0.049
Si 3.158 15.509 2.719 -0.49 0.239 0.12
Si 7.041 0.662 2.654 -0.098 0.111 0.032
Si 6.051 6.486 0.652 0.437 -0.235 0.409
Si 7.188 6.156 2.686 -0.02 -0.002 0.002
Si 5.709 11.43 2.352 0.124 0.103 0.624
Si 7.881 11.983 2.738 0.002 0.102 0.128
Si 9.985 14.629 3.216 0.042 -0.183 0.002
Si 12.024 1.697 2.73 0.037 -0.364 0.799
Si 8.915 4.534 2.851 -0.063 -0.037 0.022
Si 12.288 7.187 2.611 -0.256 -0.177 0.602
Si 9.067 9.949 2.881 -0.086 0.14 0.527
Si 11.567 12.816 2.952 0.038 0.017 0.016
Si 16.166 16.089 4.217 -0.082 -0.066 -0.01
Si 2.673 2.616 4.093 0.066 0.024 0.032
Si 16.151 5.227 3.75 -0.311 -0.281 0.431
Si 3.376 8.91 4.017 0.086 -0.046 0.507
Si 0.555 11.438 4.189 0.081 0.208 0.639
Si 2.191 13.259 4.194 -0.094 -0.241 0.399
Si 5.565 -0.086 4.374 0.407 0.377 0.148
Si 8.018 2.567 3.956 0.107 -0.043 0.048
Si 5.39 5.197 3.905 -0.022 0.044 -0.011
Si 8.011 8.116 3.943 0.011 -0.058 0.02
Si 4.966 10.638 4.411 0.057 -0.027 -0.004
Si 8.324 13.532 4.418 -0.078 0.025 -0.089
Si 11.02 0.098 4.167 0.065 0.098 0.03
Si 13.49 2.705 4.203 0.016 0.026 0.018
Si 10.813 5.622 3.868 0.04 0.014 0.013
Si 13.675 8.273 4.118 -0.277 -0.258 0.273
Si 10.799 10.932 4.175 -0.043 -0.026 -0.077
Si 13.563 13.499 4.087 -0.009 -0.008 -0.066
Si 14.875 1.296 5.479 -0.002 -0.054 0.032
Si 1.307 4.103 5.289 -0.024 0.026 0.005
Si 14.998 6.731 5.285 0.079 0.003 -0.037
Si 1.511 9.626 5.359 -0.029 -0.035 -0.015
Si 14.986 12.212 5.456 0.126 -0.004 -0.027
Si 1.257 14.877 5.617 0.043 0.026 0.031
Si 4.152 1.428 5.527 0.03 -0.007 -0.014
Si 6.712 3.939 5.397 0.014 0.018 0.019
Si 4.134 6.855 5.146 -0.055 0.002 -0.03
Si 6.741 9.478 5.444 0.015 0.043 -0.058
Si 3.922 12.328 5.56 -0.075 0.117 0.022
Si 6.869 14.862 5.667 -0.004 -0.008 0.063
Si 9.508 1.404 5.408 -0.032 -0.018 0.012
Si 12.15 4.237 5.346 0.001 0.029 0.042
Si 9.502 6.904 5.359 -0.025 -0.014 -0.069
Si 12.28 9.605 5.445 0.001 0.041 0.016
Si 9.592 12.165 5.754 0.015 -0.04 -0.06
Si 12.384 15.026 5.504 0.029 0.008 -0.052
Si 13.622 0.012 6.959 0.024 0.007 -0.024
Si 16.308 2.725 6.713 -0.017 -0.022 -0.025
Si 13.595 5.482 6.728 -0.036 -0.012 0.013
Si 16.398 8.157 6.608 -0.066 0.029 0.007
Si 13.655 10.875 6.84 0 0.003 0.039
Si 16.227 13.565 6.959 -0.025 -0.054 -0.013
Si 2.733 -0.007 6.792 0.003 -0.011 -0.02
Si 5.433 2.754 6.92 0.035 -0.049 0.053
Si 2.716 5.523 6.588 0.033 -0.026 -0.024
Si 5.427 8.071 6.769 -0.091 0.069 -0.035
Si 2.684 10.905 6.942 0.06 -0.012 -0.034
Si 5.392 13.566 6.908 0.011 0.009 0.019
Si 8.231 0.021 6.861 0.009 0.039 -0.018
Si 10.853 2.805 6.747 0.025 -0.005 -0.049
Si 8.143 5.417 6.665 0.012 -0.012 -0.068
Si 10.881 8.205 6.759 0.022 0.003 0.007
Si 8.11 10.793 6.888 0.001 0.007 -0.003
Si 11 13.638 6.892 0.012 0.037 -0.094
Si 14.95 14.968 8.306 0.032 0.017 0.029
Si 1.355 1.38 8.115 0.01 0.004 -0.007
Si 14.939 4.078 8.086 -0.019 0.013 -0.028
Si 1.382 6.819 8.048 -0.006 -0.006 -0.012
Si 15.026 9.456 8.095 0.009 -0.011 0.011
Si 1.301 12.217 8.283 -0.037 -0.002 0.02
Si 4.06 14.976 8.214 -0.007 -0.012 0.007
Si 6.817 1.355 8.207 0.01 -0.006 -0.018
Si 4.024 4.177 8.104 -0.025 0.02 -0.014
Si 6.803 6.739 8.117 0.034 -0.001 -0.011
Si 4.095 9.477 8.159 0.011 0.007 0.008
Si 6.758 12.183 8.221 -0.009 -0.023 -0.002
Si 9.584 14.977 8.215 -0.043 0.006 -0.016
Si 12.2 1.428 8.159 -0.036 -0.024 -0.002
Si 9.488 4.118 8.119 -0.014 -0.004 0.019
Si 12.244 6.829 8.113 0.021 -0.014 0.015
Si 9.522 9.478 8.201 -0.001 0.033 0.002
Si 12.327 12.25 8.225 0.009 0.02 -0.015
Si 16.354 0.038 9.552 0.002 -0.018 0.007
Si 2.702 2.763 9.466 -0.016 0.01 -0.001
Si 16.326 5.45 9.424 0.018 0.015 -0.008
Si 2.714 8.135 9.495 -0.028 0.009 0.012
Si 16.29 10.815 9.571 0.001 0.001 0.014
Si 2.704 13.605 9.568 0.002 -0.004 0.014
Si 5.444 0.004 9.554 -0.005 0.005 0.011
Si 8.168 2.746 9.526 -0.001 0.002 -0.006
Si 5.421 5.445 9.509 -0.017 0.002 -0.007
Si 8.151 8.102 9.515 0.033 -0.001 0.005
Si 5.422 10.824 9.568 0.006 0.01 0.018
Si 8.163 13.595 9.511 0.003 -0.015 -0.018
Si 10.892 0.048 9.564 0.003 0.011 0.01
Si 13.598 2.75 9.506 0 -0.018 0.002
Si 10.88 5.455 9.48 -0.006 0.005 -0.003
Si 13.626 8.152 9.483 -0.004 0.016 -0.011
Si 10.894 10.883 9.518 -0.017 0.015 -0.021
Si 13.608 13.599 9.638 0.01 -0.015 0.005
Si 14.988 1.347 16.365 0.001 0.003 0.019
Si 1.361 4.049 16.374 0.004 -0.007 -0.009
Si 14.957 6.756 16.336 -0.012 0.013 0.01
Si 1.356 9.507 16.306 -0.001 0.009 -0.005
Si 14.957 12.241 16.247 -0.015 -0.004 -0.008
Si 1.428 15.044 16.311 0.014 -0.017 -0.003
Si 4.081 1.397 16.408 -0.017 -0.011 0.002
Si 6.76 4.06 16.389 -0.004 0.004 -0.002
Si 4.067 6.755 16.348 0.027 -0.019 0.002
Si 6.805 9.503 16.291 0.009 -0.008 0.005
Si 4.099 12.278 16.297 0.015 0.017 0.003
Si 6.806 15.009 16.341 -0.013 0.036 -0.001
Si 9.497 1.373 16.315 -0.007 -0.013 -0.011
Si 12.236 4.091 16.299 -0.009 0.007 -0.002
Si 9.475 6.771 16.284 0.003 0.024 -0.007
Si 12.238 9.498 16.232 0.019 -0.004 -0.007
Si 9.526 12.274 16.303 -0.001 -0.003 0.003
Si 12.26 14.949 16.348 0.013 -0.02 -0.003
Si 13.631 -0.026 17.722 0.001 0.013 0.02
Si 16.37 2.663 17.766 0.004 0.002 -0.022
Si 13.611 5.371 17.707 -0.006 0.005 0.027
Si 16.32 8.134 17.665 0.017 0.007 0.014
Si 13.578 10.872 17.572 -0.015 -0.022 -0.001
Si 16.359 13.629 17.524 -0.008 -0.015 -0.035
Si 2.722 0.071 17.804 -0.005 -0.017 0.014
Si 5.427 2.725 17.836 -0.009 0.016 0.025
Si 2.721 5.388 17.747 0.004 0.037 0.014
Si 5.437 8.146 17.655 0.001 0.023 -0.018
Si 2.729 10.904 17.618 0.017 -0.01 -0.032
Si 5.443 13.649 17.676 -0.007 -0.014 -0.007
Si 8.153 0.057 17.726 -0.01 -0.045 -0.026
Si 10.83 2.773 17.633 -0.025 -0.006 -0.031
Si 8.123 5.446 17.71 0.029 0.016 -0.014
Si 10.883 8.122 17.564 -0.003 0.005 -0.012
Si 8.168 10.887 17.617 0.002 0.005 0.003
Si 10.885 13.6 17.715 -0.004 0 0.023
Si 15.094 14.891 19.002 -0.006 -0.011 -0.045
Si 1.34 1.357 19.292 -0.01 0.031 0.026
Si 14.989 3.998 19.088 -0.04 0.012 0
Si 1.375 6.798 19.054 -0.029 0.027 -0.011
Si 14.903 9.516 18.928 0.007 0.005 -0.024
Si 1.363 12.311 18.896 0.014 0.011 0.002
Si 4.164 15.048 19.091 0.004 0 0.011
Si 6.886 1.43 19.199 0.041 0.01 0.002
Si 3.989 4.027 19.228 -0.03 -0.026 0.032
Si 6.759 6.811 19.068 -0.027 -0.022 -0.002
Si 4.069 9.529 18.965 0.006 0.003 -0.043
Si 6.776 12.217 18.968 -0.013 -0.015 -0.031
Si 9.487 14.975 19.049 0.021 -0.003 -0.041
Si 12.173 1.4 18.934 0.004 -0.017 -0.014
Si 9.499 4.102 19.073 0.007 0 -0.016
Si 12.173 6.748 18.957 -0.036 -0.004 -0.012
Si 9.601 9.535 18.897 -0.007 0.043 0.008
Si 12.263 12.171 19.014 -0.012 -0.031 -0.028
Si 16.327 -0.144 20.596 -0.025 -0.003 0.055
Si 2.677 2.683 20.806 0.03 0.021 0.025
Si 16.336 5.432 20.406 0.023 -0.025 -0.022
Si 2.7 8.252 20.364 -0.019 0.011 -0.037
Si 16.268 10.955 20.165 -0.035 0.037 0.012
Si 2.709 13.66 20.285 -0.005 -0.07 -0.028
Si 5.587 0.011 20.544 -0.01 -0.016 -0.01
Si 8.194 2.883 20.61 -0.004 -0.058 0.061
Si 5.322 5.508 20.472 -0.027 0.054 -0.016
Si 8.23 8.249 20.23 0.001 -0.015 -0.025
Si 5.404 10.877 20.328 0.041 0.004 0.003
Si 8.181 13.487 20.321 0.03 0.029 -0.039
Si 10.836 0.09 20.339 -0.049 0.041 0.053
Si 13.578 2.588 20.371 0.061 -0.072 0.025
Si 10.863 5.436 20.421 0.025 0.025 0.01
Si 13.504 8.138 20.235 -0.012 0.07 -0.01
Si 10.952 10.76 20.387 0.04 -0.041 0.012
Si 13.708 13.512 20.276 -0.001 -0.028 -0.032
Si 14.275 0.589 21.586 0.02 -0.059 -0.635
Si 1.233 4.27 22.076 0.431 0.19 -0.298
Si 14.896 6.86 21.559 0.046 0.001 -0.046
Si 1.26 9.66 21.554 0.017 -0.03 0.034
Si 16.779 13.082 23.078 0.178 -0.225 -0.579
Si 1.536 14.853 21.954 0.043 0.001 0.139
Si 4.251 1.24 22.079 -0.007 0.02 0.1
Si 6.706 4.297 21.934 0.029 -0.005 0.013
Si 4.024 7 21.819 0.063 -0.068 -0.071
Si 6.907 9.61 21.585 0.045 0.027 -0.099
Si 3.95 12.211 21.597 -0.038 -0.001 0.03
Si 6.812 14.687 21.786 0.03 0.067 0.083
Si 9.669 1.523 21.94 0.404 0.26 -0.357
Si 12.362 4.096 21.701 0.013 -0.034 -0.062
Si 9.48 6.904 21.679 -0.032 -0.046 0.043
Si 12.288 9.38 21.808 -0.043 -0.004 0.001
Si 9.628 12.196 21.641 0.093 0.008 -0.054
Si 12.54 15.179 21.365 0.033 0.011 -0.069
Si 13.317 1.637 24.173 -0.625 0.343 -0.354
Si 15.26 4.01 24.146 -0.258 0.423 -0.341
Si 13.761 5.464 23.028 0.108 -0.03 0.071
Si 15.77 8.7 22.665 -0.089 0.213 -0.555
Si 14.104 10.362 22.981 -0.029 0.019 0.073
Si 15.922 12.935 26.05 -0.174 -0.038 -0.137
Si 5.427 2.92 23.385 -0.039 -0.177 -0.835
Si 3.537 -0.791 23.241 0.011 -0.044 -0.681
Si 2.422 6.036 23.266 -0.017 0.004 0.089
Si 5.817 8.062 22.936 0 -0.01 0.109
Si 2.191 11.334 22.893 -0.037 0.052 0.006
Si 5.153 13.585 23.016 -0.027 -0.026 -0.022
Si 8.457 -0.881 23.267 -0.648 -0.236 -0.239
Si 11.345 2.671 23.245 0.002 -0.054 0.062
Si 7.54 6.319 22.912 -0.216 -0.027 -0.591
Si 10.926 7.992 23.197 0 -0.013 -0.025
Si 6.34 11.842 24.323 0.018 0.014 0.02
Si 11.092 13.808 22.628 0.164 -0.085 -0.534
Si 11.951 0.06 26.5 -0.079 0.107 0.06
Si 1.17 3.631 28.635 -0.181 0.313 -0.618
Si 12.133 6.292 24.504 -0.29 -0.238 -0.369
Si 16.902 6.938 26.817 0.163 -0.51 -0.368
Si 1.277 7.621 24.709 -0.069 -0.616 0.005
Si 15.027 12.177 21.74 -0.035 0.007 0.093
Si 2.623 1.073 28.57 -0.035 0.002 0.009
Si 8.981 -0.353 25.98 -0.096 -0.047 0
Si 3.486 4.902 24.985 -0.281 0.545 -0.444
Si 5.333 9.632 24.723 0.123 -0.009 -0.051
Si 3.103 10.245 24.741 0.091 0.075 -0.645
Si 6.924 12.12 26.572 -0.302 -0.039 -0.466
Si 7.912 -0.048 28.799 -0.032 0.652 -0.016
Si 8.267 5.537 25.756 0.045 -0.003 0.15
Si 4.078 3.488 29.032 0.012 0.066 -0.033
Si 9.701 9.626 24.394 -0.194 -0.2 -0.477
Si 8.178 10.938 23.072 -0.052 0.03 -0.001
Si 14.403 11.739 32.721 -0.018 -0.008 0.114
Si 13.963 0.272 0.749 0.081 0.05 0.056
Si 12.826 12.936 30.444 0 0.051 -0.028
Si 5.602 8.722 32.37 0.012 0.048 0.046
Si 4.163 -0.156 26.234 0.119 0.085 -0.008
Si 2.004 11.671 27.272 -0.047 -0.159 -0.013
Si 12.913 -0.928 32.272 -0.043 0.04 0.116
Si 5.613 14.409 28.158 -0.011 0.064 -0.029
Si 2.048 2.15 33.01 -0.003 0.046 -0.072
Si 8.631 8.151 27.077 0.058 0.017 -0.08
Si 5.769 9.41 27.071 -0.122 0.131 -0.479
Si 5.547 5.026 27.012 -0.023 0.134 0.171
Si 9.871 12.271 30.152 -0.074 0.079 0.018
Si 16.273 4.474 32.986 -0.692 0.191 -0.262
Si 15.56 4.944 30.76 0.144 -0.065 0.614
Si 8.362 13.192 0.803 0.036 0.256 0.527
Si 9.773 3.344 1.103 -0.155 0.327 0.466
Si 13.198 3.099 30.078 0.132 0.016 -0.006
Si 3.875 12.418 29.673 0.03 0.01 -0.023
Si 8.34 14.625 31.335 -0.102 -0.062 -0.054
Si 5.665 14.389 32.701 0.052 0.033 0.058
Si 6.339 11.463 33.72 0.037 -0.085 0.102
Si 11.568 12.149 25.145 -0.151 -0.002 -0.097
Si 10.108 -0.711 33.757 0.12 -0.615 0.277
Si 8.659 15.445 1.499 -0.114 0.141 0.107
Si 6.819 1.652 25.838 -0.119 -0.087 0.053
Si 3.96 3.763 2.479 -0.308 0.414 0.175
Si 1.402 -0.024 30.923 -0.02 0.076 -0.068
Si 12.626 8.019 29.8 0.103 -0.026 -0.072
Si 10.91 4.194 25.039 0.398 0.228 -0.486
Si 7.812 6.543 31.998 0.008 -0.004 0.027
Si 0.866 4.682 26.608 -0.093 0.112 0.698
Si 8.067 2.349 28.466 0.007 -0.518 0.213
Si 11.884 3.586 32.667 0.068 0.067 -0.038
Si 5.173 1.024 1.274 0.506 -0.084 0.44
Si 0.107 1.928 1.536 -0.124 -0.075 0.655
Si 1.321 9.094 28.788 0.044 -0.083 -0.015
Si 13.791 7.778 26.829 0.199 0.012 0.008
Si 3.376 5.152 0.623 -0.092 -0.368 0.518
Si 13.88 14.481 27.999 0.112 0.092 0.078
Si 16.117 9.387 33.274 0.13 0.104 -0.023
Si 4.407 9.062 1.158 -0.136 0.252 0.094
Si 15.537 8.051 30.681 0.008 -0.056 -0.019
Si 10.926 6.453 31.809 -0.011 -0.033 0.048
Si 4.207 9.441 29.716 -0.021 -0.027 -0.089
Si 11.336 12.361 0.68 0.036 0.044 0.622
Si 2.67 13.809 32.135 0.049 -0.004 0.049
Si 13.733 5.403 0.536 0.419 0.065 -0.358
Si 14.083 10.638 25.37 0.064 -0.27 -0.709
Si 6.501 4.767 29.708 0.016 -0.031 -0.205
Si 10.295 9.797 29.007 -0.051 0 -0.088
Si 11.198 2.718 27.769 -0.128 0.047 -0.05
Si 14.642 0.429 30.139 0.001 -0.037 -0.044
Si 9.892 12.142 27.365 0.048 -0.019 0.143
Si 16.32 13.501 0.04 -0.047 -0.063 0.057
Si 14.962 1.39 10.88 -0.009 -0.006 -0.002
Si 1.344 4.102 10.84 -0.012 0 -0.015
Si 14.976 6.779 10.839 -0.023 -0.015 -0.002
Si 1.372 9.481 10.895 -0.006 0.003 0.011
Si 14.967 12.207 10.939 0.008 0.006 0.009
Si 1.369 14.984 10.92 0.006 0.014 0.012
Si 4.065 1.401 10.853 0.023 0.005 0.005
Si 6.779 4.081 10.872 0.013 -0.008 0.007
Si 4.069 6.796 10.877 0.013 0.038 0.003
Si 6.805 9.476 10.894 -0.023 0.011 0.01
Si 4.076 12.227 10.904 -0.008 -0.027 0.01
Si 6.814 14.955 10.891 -0.013 0.008 -0.003
Si 9.514 1.39 10.907 -0.001 -0.009 0.008
Si 12.229 4.094 10.866 0.003 0.001 0
Si 9.523 6.779 10.879 -0.014 -0.021 0.008
Si 12.261 9.515 10.857 0.022 -0.003 -0.012
Si 9.522 12.24 10.875 0.011 0.015 -0.01
Si 12.235 14.992 10.929 0.011 0 0.001
Si 13.617 0.026 12.26 0.007 -0.003 0.005
Si 16.324 2.75 12.232 0 0.01 -0.003
Si 13.608 5.434 12.221 0.002 -0.002 0.002
Si 16.33 8.115 12.233 -0.002 0.016 -0.002
Si 13.59 10.855 12.264 -0.019 0.02 0
Si 16.331 13.603 12.261 -0.001 -0.02 0.001
Si 2.735 0.038 12.247 -0.005 -0.011 -0.002
Si 5.424 2.728 12.239 -0.008 -0.007 -0.002
Si 2.712 5.429 12.232 0.008 -0.006 -0.001
Si 5.424 8.142 12.254 0.009 -0.012 -0.009
Si 2.717 10.866 12.259 -0.012 0.012 0.005
Si 5.451 13.6 12.247 0.01 0.006 -0.008
Si 8.151 0.019 12.257 0.006 0.002 0.006
Si 10.887 2.731 12.259 -0.003 -0.005 0.007
Si 8.15 5.426 12.235 0.006 0.003 0.001
Si 10.889 8.158 12.213 0.012 0.013 0.001
Si 8.159 10.874 12.228 0.02 -0.012 0
Si 10.859 13.616 12.246 -0.018 0.009 0.004
Si 14.976 14.978 13.611 -0.004 -0.006 -0.003
Si 1.373 1.398 13.602 0 -0.005 -0.003
Si 14.958 4.077 13.608 -0.001 0.001 0.003
Si 1.358 6.767 13.616 -0.011 0.003 -0.005
Si 14.973 9.483 13.584 0.005 -0.011 -0.002
Si 1.375 12.251 13.615 0.002 0.007 0.006
Si 4.105 14.994 13.594 -0.007 0.009 -0.005
Si 6.771 1.372 13.612 -0.024 0.011 -0.009
Si 4.07 4.078 13.609 0.001 -0.01 -0.015
Si 6.78 6.771 13.6 0.014 0.008 -0.003
Si 4.078 9.508 13.621 0.02 0.006 0.006
Si 6.815 12.246 13.603 -0.01 -0.004 0
Si 9.521 14.985 13.614 0.003 -0.022 -0.004
Si 12.252 1.369 13.626 0.013 -0.017 0.003
Si 9.499 4.07 13.61 -0.01 0.009 0.003
Si 12.242 6.794 13.572 -0.002 0.007 -0.007
Si 9.519 9.513 13.575 0 0.018 0.001
Si 12.225 12.246 13.585 0.002 -0.008 0.002
Si 16.343 0.034 14.959 0.003 -0.008 -0.001
Si 2.734 2.728 14.998 0.012 0.033 0.001
Si 16.324 5.405 14.988 0 -0.019 0.001
Si 2.719 8.128 14.975 -0.005 0 0.006
Si 16.326 10.86 14.931 -0.007 0.005 -0.007
Si 2.745 13.643 14.947 0.016 -0.006 -0.012
Si 5.421 0.034 15.003 0.005 -0.036 -0.001
Si 8.12 2.726 14.98 0.015 -0.021 0
Si 5.432 5.415 14.984 -0.002 0.013 -0.009
Si 8.148 8.146 14.921 -0.016 -0.015 -0.017
Si 5.45 10.888 14.956 0 0.011 0.009
Si 8.156 13.637 14.966 0.017 0.02 0.005
Si 10.891 0.005 14.99 0.001 0.015 -0.006
Si 13.621 2.712 14.991 -0.016 -0.012 -0.007
Si 10.874 5.441 14.935 0.001 0.004 -0.002
Si 13.621 8.118 14.939 -0.012 0.02 -0.005
Si 10.861 10.888 14.933 -0.008 -0.005 0.005
Si 13.587 13.612 14.933 -0.01 -0.001 -0.006
O 0.537 5.943 2.437 0.295 -0.116 0.135
O 3.295 9.071 2.347 -0.53 0.189 -0.128
O 13.109 11.904 33.682 -0.073 0.324 0.118
O 13.467 6.471 1.729 0.43 0.173 0.328
O 0.222 10.929 2.66 0.275 0.386 -0.681
O 2.527 13.989 2.713 -0.138 -0.201 -0.259
O 4.299 15.285 3.866 0.103 -0.292 0.401
O 14.335 0.817 23.205 0.166 -0.068 0.327
O 14.27 2.846 24.692 -0.187 -0.025 0.622
O 16.442 3.536 23.094 -0.08 -0.197 0.108
O 2.283 4.274 25.884 0.202 -0.274 -0.164
O 8.635 0.711 22.947 -0.513 0.269 0.148
O 12.965 0.677 25.416 0.404 -0.45 0.09
O 15.979 4.5 25.514 -0.19 -0.104 0.045
O 13.09 7.708 28.286 -0.252 -0.282 -0.024
O 16.164 8.208 24.186 -0.22 -0.268 0.421
O 14.936 13.875 26.927 -0.082 0.031 -0.176
O 11.083 4.885 32.151 -0.133 -0.134 -0.297
O 4.475 14.827 27.083 -0.45 -0.357 0.025
O 2.199 -0.172 29.506 0.24 -0.744 -0.321
O 11.45 12.107 30.457 0.076 -0.586 0.042
O 11.002 2.729 1.994 0.089 0.224 0.255
O 9.954 14.868 23.069 0.236 0.142 -0.194
O 15.449 11.389 25.835 0.486 -0.259 0.285
O 13.866 9.279 26.223 -0.148 0.277 -0.163
O 5.823 10.283 32.744 0.037 0.267 -0.351
O 1.552 14.904 31.719 -0.335 -0.09 0.08
O 4.678 8.031 33.542 -0.47 0.129 -0.181
O 14.048 15.289 1.675 -0.299 -0.002 -0.022
O 4.004 16.188 1.513 0.076 -0.262 -0.491
O 5.091 7.632 1.237 -0.029 -0.166 0.334
O 5.581 0.602 25.977 0.109 -0.014 -0.206
O 13.608 0.205 31.367 -0.106 0.452 0.111
O 10.707 12.957 26.245 0.156 0.46 -0.126
O 5.077 12.606 1.381 -0.546 0.328 0.251
O 7 2.459 27.227 -0.316 0.095 0.128
O 12.123 3.39 28.909 0.097 0.495 0.088
O 9.401 9.605 1.294 -0.506 0.052 -0.188
O 7.755 5.597 33.315 0.281 -0.196 0.066
O 2.943 12.77 30.938 -0.404 -0.493 0.063
O 12.874 6.88 25.854 -0.246 -0.183 0.101
O 11.855 13.116 23.893 0.494 0.182 0.347
O 6.181 -0.66 33.583 0.348 0.35 -0.455
O 13.169 3.997 33.54 0.181 -0.074 -0.128
O 6.132 5.678 28.387 0.04 0.649 0.1
O 10.574 -0.334 25.743 0.079 -0.101 -0.265
O 0.688 8.453 1.864 0.474 0.054 0.056
O 7.021 7.928 32.271 0.425 0.34 0.316
O 16.247 9.004 29.593 -0.346 0.251 -0.314
O 14.062 4.004 1.296 -0.166 -0.189 0.018
O 15.728 12.565 33.172 -0.058 0.668 -0.01
O 6.541 2.453 24.477 0.299 0.263 -0.138
O 3.403 -0.489 24.85 -0.438 -0.128 0.254
O 8.618 -0.711 30.09 0.212 -0.062 0.055
O 0.761 3.079 32.745 -0.268 -0.351 -0.369
O 2.536 6.537 0.952 0.27 0.298 0.145
O 0.955 5.501 33.771 0.029 0.277 0.073
O 4.081 14.58 32.395 -0.231 0.174 -0.125
O 13.997 12.137 31.214 0.209 -0.06 -0.147
O 2.046 12.976 33.394 0.235 0.175 0.172
O 1.21 10.382 27.831 -0.305 0.149 -0.34
O 5.086 4.087 30.144 -0.143 0.042 0.705
O 14.503 -0.667 28.946 0.49 -0.162 -0.101
O 11.627 1.163 27.638 -0.176 -0.298 0.238
O 9.328 4.386 25.397 -0.159 -0.28 0.215
O 12.923 1.242 1.468 0.048 0.126 -0.211
O 15.729 6.488 30.299 0.31 0.107 -0.58
O 6.097 10.977 27.393 -0.285 0.105 0.446
O 4.702 8.972 28.233 -0.037 -0.573 -0.087
O 8.484 11.725 26.721 0.099 -0.224 -0.075
O 9.038 -0.982 32.585 -0.254 0.087 -0.042
O 11.616 -0.495 33.142 0.175 0.132 0.161
O 7.067 8.461 27.287 -0.038 -0.121 -0.029
O 11.526 3.513 26.396 0.331 -0.089 0.031
O 9.381 10.718 30.009 -0.667 -0.115 0.315
O 7.554 3.547 29.455 0.423 -0.081 0.597
O 8.327 1.09 25.695 0.402 0.177 -0.498
O 8.822 6.546 26.894 0.29 -0.204 0.542
O 9.701 13.009 28.709 -0.333 0.658 -0.202
O 4.485 5.752 26 0.13 0.393 0.137
O 1.052 2.717 0.484 0.181 -0.163 0.166
O 2.301 8.847 24.965 0.078 -0.136 0.319
O 11.5 7.317 33.043 0.074 0.066 -0.208
O 11.618 9.281 29.759 0.165 0.436 0.202
O 9.817 12.735 0.181 -0.08 0.134 -0.545
O 0.954 10.513 33.562 0.449 -0.08 -0.246
O 2.946 12.299 28.385 0.021 0.244 0.005
O 16.164 0.346 30.69 0.09 0.164 0.416
O 11.587 8.276 1.609 0.159 -0.104 -0.239
O 7.079 5.758 30.804 -0.012 0.335 -0.137
O 15.109 9.914 0.722 -0.328 -0.209 -0.135
O 14.098 14.826 33.215 0.294 -0.372 -0.316
O 8.211 15.065 24.857 -0.205 -0.627 0.309
O 14.233 1.922 29.636 0.099 0.069 -0.217
O 6.363 -0.581 28.714 -0.39 0.204 -0.027
O 16.208 13.54 24.565 -0.16 0.278 -0.01
O 14.755 9.116 3.188 0.159 0.374 -0.017
O 8.053 6.45 24.461 -0.037 0.692 -0.087
O 7.963 11.497 33.604 0.134 -0.097 -0.413
O 16.111 13.746 1.649 0.325 -0.228 0.24
O 12.346 2.706 31.399 0.028 -0.605 0.202
O 3.086 0.687 27.085 -0.242 -0.079 -0.157
O 8.891 2.084 0.58 -0.655 0.128 0.137
O 9.162 8.966 25.785 0.215 0.047 -0.111
O 10.802 10.79 24.728 0.028 0.062 -0.322
O 2.934 11.213 26.04 0.351 0.306 0.014
O 1.306 2.021 28.487 -0.325 -0.36 -0.018
O 3.844 1.906 29.248 0.35 -0.269 0.25
O 15.427 0.958 0.647 0.078 -0.083 -0.53
O 11.793 6.804 30.486 -0.024 -0.31 -0.299
O 12.43 14.265 31.25 -0.155 0.151 -0.265
O 4.289 3.673 24.283 -0.01 -0.132 -0.187
O 5.754 12.902 33.329 -0.099 -0.021 0.343
O 4.869 8.608 30.932 0.058 -0.558 -0.079
O 1.467 7.731 27.933 0.488 -0.19 0.137
O 13.944 8.352 30.691 0.012 0.14 0.593
O 4.723 3.726 27.548 -0.214 -0.601 -0.521
O 4.954 13.584 29.379 -0.092 0.081 0.501
O 16.323 8.323 32.075 0.304 -0.382 0.114
O 10.951 2.716 33.632 -0.055 -0.188 -0.33
O 15.297 7.217 26.997 0.004 -0.069 0.225
O 9.455 8.56 28.405 0.011 -0.416 0.371
O 6.873 4.828 26.114 0.068 -0.39 -0.183
O 13.337 13.286 28.953 -0.045 -0.607 -0.325
O 14.03 4.449 30.456 -0.121 0.149 -0.162
O 6.742 14.422 31.485 -0.037 -0.009 -0.196
O 9.358 6.805 31.61 -0.032 0.164 -0.393
O 4.924 5.411 0.126 0.247 -0.204 -0.489
O 2.149 1.158 31.748 0.547 0.03 -0.014
O 11.612 10.761 0.476 0.459 -0.113 -0.27
O 14.788 10.18 32.829 -0.486 -0.105 -0.159
O 2.598 9.229 29.766 -0.094 -0.047 0.269
O 4.581 10.997 29.957 0.65 0.142 0.188
O 12.635 15.099 27.179 -0.487 -0.112 -0.038
O 4.672 2.535 1.595 0.121 0.237 -0.17
O 3.393 3.019 33.262 0.343 0.219 -0.333
O 9.611 2.759 28.109 -0.029 0.065 0.076
O 12.959 11.723 25.807 0.089 0.265 0.385
O 8.683 -0.714 27.514 0.438 -0.345 0.246
O 2.634 4.219 29.1 -0.03 0.711 0.437
O 6.683 13.506 27.36 0.091 0.032 -0.086
O 16.464 4.013 29.803 0.032 -0.16 0.134
O 5.642 10.077 1.437 0.431 -0.341 -0.445
O 0.996 12.84 26.842 0.127 0.433 0.058
O 9.034 13.161 31.186 0.089 -0.21 0.198
O 10.697 10.783 27.769 0.331 -0.24 -0.22

Results
total energy: -102518.653 eV
total energy less fixed offsets of O -438.35, Si -107.03 eV per atom: 11.247 eV
